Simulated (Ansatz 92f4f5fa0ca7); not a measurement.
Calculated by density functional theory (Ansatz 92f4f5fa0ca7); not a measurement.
Periodic cell of 414 atoms, Si266O148, from a study of silicon, its oxide and their interface. The atomic structure is a simulated model.
Doubt: the cutoff is far below the 930 eV that the study's wrapper takes by default for these files, so forces and energies are approximate.
This geometry differs little from another in the collection (a relaxation step or a small displacement).

Settings: functional PBE; potential files Ansatz PAW; basis plane waves; wave-function cutoff 580 eV; density cutoff ratio 5; exchange-correlation grid ratio 1; k mesh 1 x 1 x 1, Gamma-centred; self-consistency stop 5e-08 eV per atom in the density residual; occupations fixed; spin none; net charge 0.

Cell vectors (angstrom)
a	15.4687	0	0
b	0	12.8259	0
c	0	0	36.658

Atoms and the computed forces on them: element, x, y, z (angstrom), force x, y, z (eV/angstrom)
Si	0.0128	1.1575	33.9841	-0.0044	0.0065	0.0043
Si	3.8909	1.1546	33.9792	0.0066	0.01	0.005
Si	7.7514	1.1611	33.9739	0.0015	0.0043	0.0048
Si	11.629	1.1607	33.9628	-0.0009	0.007	0.0091
Si	1.9646	7.5911	33.9486	-0.0025	0.0036	0.0067
Si	5.7976	7.5857	33.9719	-0.0036	0.0032	0.0069
Si	9.7036	7.5859	33.9814	0.0018	0.0003	0.0073
Si	13.5613	7.5837	33.9799	0.0008	0.0028	0.0084
Si	1.9336	5.247	34.3911	0.0499	0.1931	0.0488
Si	5.8008	5.247	34.3911	-0.2294	0.0153	0.2091
Si	9.6679	5.247	34.3911	0.1416	-0.0984	0.1683
Si	13.5351	5.247	34.3911	0.1149	0.013	0.1785
Si	0	11.6599	34.3911	0.1248	-0.0065	0.0258
Si	3.8672	11.6599	34.3911	0.0793	-0.1518	-0.2634
Si	7.7343	11.6599	34.3911	0.0656	0.1012	-0.0519
Si	11.6015	11.6599	34.3911	0.027	0.0412	-0.0738
Si	0	4.664	35.6278	-0.0225	0.0777	0.0317
Si	3.8672	4.664	35.6278	0.0171	0.1048	0.0673
Si	7.7343	4.664	35.6278	-0.0031	0.0233	-0.0166
Si	11.6015	4.664	35.6278	-0.0333	0.0438	0.0371
Si	1.9336	11.0769	35.6278	-0.0749	-0.079	-0.0404
Si	5.8008	11.0769	35.6278	-0.0364	-0.0466	-0.0575
Si	9.6679	11.0769	35.6278	0.0146	-0.0047	-0.0418
Si	13.5351	11.0769	35.6278	0.0103	-0.0416	-0.052
Si	0	2.332	36.0401	-0.0364	0.0107	-0.0001
Si	3.8672	2.332	36.0401	0.1033	0.0078	-0.0123
Si	7.7343	2.332	36.0401	0.0537	0.0161	-0.0552
Si	11.6015	2.332	36.0401	0.0472	-0.0074	-0.1145
Si	1.9336	8.745	36.0401	0.0784	-0.0023	-0.1226
Si	5.8008	8.745	36.0401	-0.0876	-0.0225	0.011
Si	9.6679	8.745	36.0401	0.0821	-0.0435	0.0752
Si	13.5351	8.745	36.0401	0.0737	-0.0123	0.0401
Si	1.9336	1.749	0.6188	-0.0505	-0.0336	-0.0332
Si	5.8008	1.749	0.6188	-0.0256	-0.01	-0.0107
Si	9.6679	1.749	0.6188	0.0001	-0.0036	-0.042
Si	13.5351	1.749	0.6188	-0.015	0.002	-0.0123
Si	0	8.162	0.6188	-0.0585	-0.0212	-0.0201
Si	3.8672	8.162	0.6188	-0.0155	-0.0128	0.0107
Si	7.7343	8.162	0.6188	0.0157	-0.0015	-0.0342
Si	11.6015	8.162	0.6188	-0.0257	-0.002	0.0023
Si	0	5.83	1.031	0.0199	-0.0383	-0.0161
Si	3.8672	5.83	1.031	-0.0276	-0.036	0.0191
Si	7.7343	5.83	1.031	-0.005	-0.0102	-0.0041
Si	11.6015	5.83	1.031	0.0299	0.0078	0.0287
Si	1.9336	12.2429	1.031	0.061	0.0279	0.0148
Si	5.8008	12.2429	1.031	0.0412	0.0232	0.0215
Si	9.6679	12.2429	1.031	-0.0217	-0.0008	0.0167
Si	13.5351	12.2429	1.031	-0.0132	0.0087	0.0127
Si	1.9336	5.247	2.2678	-0.0709	0.0429	0.0419
Si	5.8008	5.247	2.2678	-0.0359	-0.0109	-0.0694
Si	9.6679	5.247	2.2678	-0.0571	-0.0051	-0.0497
Si	13.5351	5.247	2.2678	0.0607	0.0016	-0.0853
Si	0	11.6599	2.2678	-0.0479	0.0536	0.3652
Si	3.8672	11.6599	2.2678	-0.1762	-0.0253	-0.0506
Si	7.7343	11.6599	2.2678	0.0167	-0.0451	-0.2535
Si	11.6015	11.6599	2.2678	0.1511	0.0203	0.0465
Si	1.9336	2.915	2.68	0.0565	0.0205	0.0122
Si	5.8008	2.915	2.68	0.0246	0.013	0.0325
Si	9.6679	2.915	2.68	0.0015	-0.049	-0.0323
Si	13.5351	2.915	2.68	0.0078	0.0079	0.03
Si	0	9.328	2.68	0.0601	-0.0076	-0.0245
Si	3.8672	9.328	2.68	0.0289	0.0342	0.0504
Si	7.7343	9.328	2.68	0.0003	-0.0147	-0.009
Si	11.6015	9.328	2.68	0.0396	0.0242	0.0572
Si	0.4519	0.4407	27.2632	-0.0153	0.0223	0.0185
Si	3.6296	0.0896	27.4141	-0.0025	-0.0333	-0.0327
Si	8.2452	0.6094	27.1907	-0.0228	0.0945	0.1
Si	11.3143	0.473	27.2209	0.0113	0.0264	0.0201
Si	1.6618	6.8988	27.2368	0.0143	0.0037	0.0389
Si	6.1439	6.36	27.3631	0.0125	-0.029	-0.0201
Si	9.6218	4.8669	28.4002	0.0267	-0.0218	0.0064
Si	13.9249	6.3228	27.3455	-0.0049	-0.0268	0.0539
Si	1.9284	3.9322	27.7447	0.006	0.0214	-0.0175
Si	5.7904	4.1174	27.9641	0.0068	0.0282	0.0179
Si	9.0453	5.5591	26.2764	-0.0131	0.0029	-0.0217
Si	15.4989	3.5573	29.0941	-0.0215	-0.0254	0.0095
Si	-0.0477	10.2587	27.7057	-0.0017	0.012	-0.0207
Si	3.9778	10.5607	27.7288	0.0067	0.0269	-0.0037
Si	7.9948	10.2289	27.652	0.0393	0.0548	-0.012
Si	11.6363	10.151	27.8608	-0.0205	0.0341	-0.044
Si	-1.8862	4.0688	27.8235	0.0105	0.0471	0.0018
Si	3.8421	3.4028	29.0521	0.012	-0.002	-0.0061
Si	7.7444	3.7298	29.2553	-0.0202	-0.0297	-0.0089
Si	11.5973	3.7109	29.0739	-0.0136	0.0132	-0.0057
Si	1.9825	10.0179	28.9551	0.0262	-0.0113	0.0254
Si	5.9463	9.9077	28.8984	-0.0446	-0.0218	0.0218
Si	9.7274	9.4768	29.0431	-0.0133	-0.0037	0.009
Si	13.5851	9.8406	29.0989	0.0124	-0.0121	0.0232
Si	0.1258	1.2519	29.4549	0.0102	0.0097	-0.0254
Si	3.9127	1.1142	29.5166	0.026	0.0082	0.0289
Si	7.8497	1.3811	29.3993	0.0141	-0.0179	-0.0637
Si	11.6138	1.3419	29.386	0.0049	-0.0315	-0.011
Si	1.9547	7.7276	29.4214	-0.0105	-0.0076	-0.0255
Si	5.9592	7.5787	29.4129	-0.0052	0.0152	0.0062
Si	9.6906	7.1119	29.5501	-0.0088	0.0029	0.0065
Si	13.5424	7.5184	29.4142	0.0051	-0.005	-0.0353
Si	1.9819	0.6097	30.753	-0.0137	-0.0036	-0.0046
Si	5.9252	0.5894	30.6044	-0.0031	0.0091	-0.0201
Si	9.7245	0.5463	30.5918	-0.0117	0.0193	-0.0056
Si	13.5816	0.6318	30.5646	-0.0251	0.0125	-0.0081
Si	0.0329	7.0486	30.6623	0.0026	-0.0026	0.0107
Si	3.9254	7.0033	30.5574	-0.0003	0.0143	-0.0012
Si	7.7468	6.9891	30.8418	0.0129	0.0144	0.0066
Si	11.676	6.9379	30.7637	-0.0032	0.0085	0.0123
Si	0.0244	4.728	31.1267	-0.0069	0.0091	-0.0057
Si	3.8314	4.6736	31.0563	0.0016	-0.0055	0.0021
Si	7.6693	4.7088	31.3317	-0.0153	-0.0055	0.0021
Si	11.6678	4.6536	31.2135	-0.0002	-0.0037	-0.0065
Si	1.9584	11.1112	31.0659	0.0115	0.0108	-0.0137
Si	5.9121	11.0731	30.9964	0.0031	0.01	-0.0009
Si	9.7105	10.9566	30.9876	0.0023	-0.0031	0.0036
Si	13.5701	11.1189	31.0735	-0.0023	0.0022	-0.0002
Si	1.9398	4.0997	32.3393	0.0002	-0.0027	0.0058
Si	5.7118	4.0441	32.3783	0.0156	0.0016	-0.0029
Si	9.6827	4.0408	32.3657	0.005	0.0042	0.0084
Si	13.5963	4.0511	32.3698	-0.0016	0.0006	0.0031
Si	0.0292	10.5261	32.3174	-0.0157	-0.0129	0.0091
Si	3.9312	10.5188	32.2612	-0.0036	-0.0118	0.0134
Si	7.7886	10.5165	32.3144	0.0046	-0.0035	0.0083
Si	11.6321	10.5203	32.3071	-0.002	-0.0025	0.0072
Si	1.9529	1.7735	32.7858	0.0049	0.0017	0.002
Si	5.8205	1.7093	32.7141	-0.0117	-0.0019	0.0052
Si	9.6909	1.6833	32.7086	0.0021	-0.0071	-0.0037
Si	13.5752	1.7162	32.7012	0.0008	-0.0042	0.0013
Si	0.0153	8.1913	32.7336	0.0071	-0.0025	-0.0017
Si	3.9009	8.1666	32.66	0.002	0.0013	0.0035
Si	7.7585	8.2167	32.818	-0.0014	0.0001	-0.0119
Si	11.6434	8.1954	32.7539	-0.0022	-0.0034	-0.0078
Si	0	2.332	3.9167	-0.15	-0.0586	0.2175
Si	3.8672	2.332	3.9167	-0.1604	-0.144	-0.2131
Si	7.7343	2.332	3.9167	0.145	0.081	-0.088
Si	11.6015	2.332	3.9167	-0.0289	-0.0361	0.0386
Si	1.9336	8.745	3.9167	-0.3008	-0.0397	-0.0199
Si	5.8008	8.745	3.9167	0.076	-0.1328	-0.2302
Si	9.6679	8.745	3.9167	-0.1463	0.0782	0.0769
Si	13.5351	8.745	3.9167	-0.0102	0.1067	0.2652
Si	1.898	6.4047	4.3394	-0.0011	-0.0041	-0.0068
Si	5.7687	6.4103	4.3201	-0.0038	-0.0089	-0.0101
Si	9.6338	6.427	4.3168	-0.0011	-0.0062	-0.0052
Si	13.5422	6.4081	4.32	0.0005	-0.0025	-0.0022
Si	-0.0175	12.8292	4.3962	-0.0008	-0.0041	-0.0068
Si	3.8215	12.8235	4.3231	-0.0035	-0.003	-0.0046
Si	7.7425	12.8264	4.2953	0.0011	-0.0029	-0.0059
Si	11.6342	12.822	4.3415	0.003	0.005	0.0042
Si	-0.0276	5.811	5.6092	0.0039	0.0028	-0.0075
Si	3.8326	5.7987	5.546	0.0034	0.0121	0.0005
Si	7.6939	5.8551	5.5613	-0.0009	0.0064	-0.0022
Si	11.5831	5.8556	5.5012	-0.001	-0.004	-0.0017
Si	1.924	12.2463	5.6556	-0.0019	-0.0034	-0.0042
Si	5.7896	12.2146	5.4539	0.0026	-0.0046	0.0058
Si	9.6774	12.2116	5.4959	-0.0065	0.0053	0.0084
Si	13.5174	12.2695	5.7107	0.0164	-0.0217	-0.0314
Si	-0.0739	3.4613	6.021	-0.0034	-0.0023	-0.0021
Si	3.8008	3.4752	5.9542	-0.0002	-0.0062	-0.003
Si	7.7376	3.5236	5.9611	-0.0064	-0.0024	-0.0109
Si	11.5278	3.5429	5.9547	0.0058	0.006	-0.0088
Si	1.8627	9.9012	5.978	0.0056	0.0114	-0.0084
Si	5.8032	9.9068	5.9447	-0.002	0.0149	-0.0089
Si	9.6346	9.9012	6.0058	0.001	0.0092	-0.0106
Si	13.5063	9.9154	6.0308	0.002	0.0072	-0.0101
Si	1.8872	2.859	7.2256	-0.0078	0.0099	0.0098
Si	5.7777	2.8789	7.0757	-0.0032	0.0028	0.0162
Si	9.6451	2.9157	7.2439	0.0028	-0.025	0.0086
Si	13.3913	2.9709	7.2485	-0.0039	-0.0331	-0.0026
Si	-0.0422	9.3112	7.2994	-0.0034	-0.0046	-0.0061
Si	3.8392	9.2423	7.0429	0.0051	0.0149	0.0059
Si	7.6821	9.3593	7.2763	0.0015	-0.0061	-0.0049
Si	11.5562	9.3244	7.2606	-0.0098	0.0128	0.0177
Si	-0.0477	6.9767	7.6781	-0.0306	-0.0058	0.0003
Si	3.8345	6.9646	7.5916	-0.0396	-0.0316	0.0152
Si	7.6762	7.0316	7.6208	0.0115	-0.0153	0.0128
Si	11.623	6.9837	7.5513	0.0207	-0.0177	0.0145
Si	2.0357	13.3858	7.7785	0.0049	-0.0044	-0.017
Si	5.825	13.3757	7.4643	0.0031	-0.0049	-0.0221
Si	9.6073	13.3919	7.507	0.011	0.0179	-0.0084
Si	13.2563	13.5118	7.7967	-0.1221	0.0883	-0.0451
Si	1.9081	6.3835	8.8596	0.0663	0.0323	0.0468
Si	5.7552	6.4429	8.8734	-0.0019	0.006	0.0356
Si	9.6725	6.3496	8.6658	-0.0161	0.0122	-0.0065
Si	13.4804	6.3988	8.9164	-0.006	-0.005	-0.0378
Si	0.3638	12.656	9.3097	0.0202	-0.0136	0.0106
Si	4.0504	12.7153	8.8004	-0.0003	-0.0183	0.0281
Si	7.7073	12.768	8.6794	0.0083	-0.0097	0.0119
Si	11.3048	12.796	8.9737	-0.0152	-0.003	0.0206
Si	1.9942	4.0699	9.2255	-0.031	0.02	0.0046
Si	5.8458	4.0927	9.0608	0.0199	0.0208	-0.0094
Si	9.7258	4.1098	9.3221	-0.0128	0.0041	-0.0107
Si	13.4829	4.0377	9.3807	-0.0027	0.0022	0.0053
Si	-0.0955	10.387	9.4437	-0.0067	0.007	0.0101
Si	3.7802	10.4003	9.0212	0.0151	0.0154	-0.0198
Si	7.5587	10.4868	9.3955	0.0015	0.0154	0.0062
Si	11.3516	10.485	9.3443	0.022	0.0078	0.0013
Si	0.0738	3.9919	10.569	0.0001	0.0004	-0.018
Si	4.0021	3.633	10.3788	0.0032	0.009	0.0056
Si	7.6988	3.5542	10.3684	0.0004	-0.0231	-0.0062
Si	11.6034	3.7403	10.8087	0.0071	-0.0046	0.0046
Si	2.1525	7.5557	10.9212	-0.0114	-0.0533	-0.0926
Si	5.5034	9.9522	10.5432	-0.004	-0.0044	0.0107
Si	9.4216	9.669	10.6177	0.0082	-0.0326	-0.0119
Si	13.0525	7.7534	10.8496	-0.0157	0.0183	0.0054
Si	0.1753	0.1341	12.4089	0.0077	0.0103	0.0163
Si	4.7006	0.66	10.9513	0.0193	-0.0236	-0.0182
Si	7.737	1.2082	10.6245	0.0055	0.0154	0.0087
Si	10.7432	0.735	11.1775	0.0074	-0.0198	-0.0274
Si	1.9853	9.801	10.4316	-0.0058	0.0199	0.02
Si	5.2843	7.6555	10.9005	0.0114	-0.0213	-0.0904
Si	9.9199	7.3653	10.7274	0.0167	0.0189	-0.0018
Si	13.2896	10.0592	10.623	-0.0127	-0.0251	-0.0274
O	14.0246	13.2628	12.3929	-0.0004	-0.0071	-0.0096
O	4.0622	12.554	12.1271	-0.0099	0.0027	0.0026
O	2.0624	0.3546	26.905	0.0082	-0.009	0.0023
O	9.8001	0.9482	26.7588	-0.0007	-0.0147	-0.0258
O	13.9945	7.4987	12.1832	0.0093	-0.0006	-0.0051
O	3.9916	2.1213	11.031	-0.0121	0.0013	0.0157
O	0.047	6.65	26.9648	-0.0174	-0.0094	-0.0046
O	7.5779	6.3075	26.4912	-0.0037	0.002	0.0076
O	0.3983	3.1834	11.9615	0.0195	-0.0193	0.0354
O	13.1836	10.741	12.1509	0.0002	0.0239	0.0144
O	0.7616	13.0274	10.8844	0.0058	-0.006	0.0154
O	11.4919	7.385	11.2423	-0.0024	0.0097	-0.0002
O	6.3088	13.5748	11.3466	-0.0007	0.0031	-0.0025
O	3.7293	7.3722	11.3545	-0.027	0.0102	0.0158
O	7.4087	4.4196	11.766	0.0003	0.0028	-0.0025
O	11.8099	4.6133	12.22	0.0005	0.0074	0.0226
O	-0.5464	5.6905	13.7645	0.0052	-0.0154	0.0195
O	4.3277	10.5668	13.8574	-0.0001	0.0072	0.0099
O	14.4764	13.5062	8.9272	0.0678	-0.0188	0.0406
O	9.107	6.489	11.856	-0.0083	-0.0097	0.0003
O	7.5503	8.7789	13.8843	-0.0026	-0.0076	-0.0122
O	9.2902	10.0938	12.2205	-0.0057	-0.0001	0.0189
O	2.575	10.4142	11.8823	0.0068	0.0084	0.0008
O	4.1758	4.621	11.6919	0.0039	-0.0061	-0.0003
O	4.6545	0.8241	26.3495	0.0145	0.0121	0.0103
O	4.1105	9.7003	26.3114	0.0015	-0.0089	-0.0036
O	9.0537	4.5226	24.9697	0.0107	0.0014	0.001
O	5.8893	3.2272	26.5822	-0.0016	-0.0002	-0.0001
O	-0.1799	9.3661	26.3243	-0.0044	-0.0006	-0.0186
O	2.4672	7.685	26.0056	0.0216	0.0097	-0.0116
O	7.2887	1.1051	25.9483	0.012	-0.0157	-0.008
O	8.3249	9.5573	26.1744	0.0063	-0.0154	-0.0345
O	11.8574	9.208	26.5236	-0.0024	0.0004	0.008
O	5.0219	7.1065	26.4284	-0.0061	0.0151	-0.0037
O	12.9402	6.5012	26.0193	-0.0328	0.0048	-0.02
O	13.4716	3.3162	26.3366	0.0017	-0.0146	-0.0035
O	15.0755	1.231	26.1103	-0.0016	0.0014	0.0084
O	1.4767	3.2712	26.2889	-0.0047	-0.0004	-0.0097
O	10.2219	6.6867	25.9799	0.006	-0.001	0.0012
O	12.3728	0.9292	26.0566	-0.0004	-0.0017	-0.0015
Si	7.031	9.8552	17.8477	0.0028	0.0004	-0.0066
Si	8.237	7.4535	22.6566	0.0045	-0.0019	-0.0079
Si	5.8308	1.8216	25.7906	0.0033	-0.013	-0.001
Si	4.1163	3.3162	20.4736	-0.001	-0.0029	-0.0013
Si	2.577	7.8271	21.7528	0.0035	-0.0001	-0.0071
Si	8.9519	9.6316	13.7466	-0.003	-0.0051	0.0022
Si	11.0137	4.6199	13.6749	0.0094	0.0016	-0.0001
Si	3.7957	-1.3093	15.0907	0.008	-0.0104	0.0013
Si	3.3357	0.4482	20.0237	0.0046	-0.0001	-0.0065
Si	15.7992	0.0974	20.8285	-0.0019	0.0017	-0.0036
Si	14.9214	9.3044	24.7284	-0.008	-0.0047	0.0053
Si	11.5999	6.589	25.0849	0.0193	0.0048	-0.0006
Si	4.0272	8.1815	25.7216	-0.009	-0.0151	0.0154
Si	9.8714	4.8698	23.5619	-0.0026	-0.0063	-0.0013
Si	16.1516	11.4652	14.7707	0.0017	0.0053	0.0037
Si	3.9828	4.2407	13.2594	-0.0033	-0.0083	0.0015
Si	6.686	7.3987	13.7484	0.0165	0.0102	0.0002
Si	0.5903	6.5495	23.6178	-0.0031	0	-0.0009
Si	13.648	1.853	25.6292	0.0049	-0.0063	0.0033
Si	10.9219	3.711	18.3568	0.0016	-0.0005	-0.0061
Si	10.4707	7.3717	15.2344	-0.0038	-0.0059	0.0027
Si	12.5737	8.2657	17.3192	0.0005	-0.0043	-0.0042
Si	6.6717	11.2609	22.9289	0.0001	0.0031	-0.0148
Si	11.5877	10.379	19.1237	-0.0048	-0.0003	-0.0059
Si	9.5587	2.9802	21.1142	0.0062	0.0045	-0.0013
Si	8.3982	5.2882	12.7198	0.0063	-0.0058	0.0105
Si	5.3699	8.3693	22.7674	0.0016	-0.0032	-0.008
Si	17.3382	5.5123	19.7691	-0.0039	0.0015	-0.0032
Si	1.2105	15.5959	13.323	-0.0099	0.0073	-0.0048
Si	4.0254	2.4634	23.5618	0.0101	0.0064	-0.0085
Si	4.1027	10.9146	12.2594	-0.0057	0.0089	-0.0079
Si	10.0405	8.0284	20.246	-0.0019	-0.0024	-0.0028
Si	6.917	3.1604	19.9111	0.0001	-0.0033	-0.0078
Si	13.6892	12.8948	15.7444	-0.0089	0.0031	0.001
Si	7.881	0.5838	20.842	-0.0013	0.0007	-0.008
Si	-2.5928	12.1786	12.8858	-0.0228	-0.005	0.0104
Si	9.1231	11.8146	18.4892	0.0001	0.0008	-0.0027
Si	-0.2058	4.8234	15.1036	0.0011	-0.0031	-0.0116
Si	12.2085	6.2418	19.6367	0.0036	-0.0013	-0.0103
Si	8.4199	7.1853	17.638	0.0064	0.0002	-0.0099
Si	5.824	3.7473	15.5205	0.0002	-0.0012	0.0052
Si	5.7355	13.5294	15.9943	-0.0013	0.0004	0.0042
Si	8.0489	11.7511	15.7601	0.0068	-0.0048	0.0031
Si	4.309	6.2674	15.3333	0.0029	0.0025	0.008
Si	12.7569	3.15	15.9298	-0.0005	0.0026	0
Si	15.248	6.492	12.4007	-0.0204	0.0059	0.0097
Si	1.7059	6.7289	16.8968	-0.008	-0.0043	0.0008
Si	1.5509	3.747	24.7206	-0.0062	-0.0022	0.0001
Si	8.8559	9.8472	24.6474	0.0139	-0.0015	-0.0051
Si	3.8962	12.4347	22.9235	0.0016	0.0047	-0.0078
Si	-0.0222	9.3465	16.8503	-0.004	-0.0014	0.003
Si	11.8518	9.4043	24.8986	0.0052	-0.0077	-0.0152
Si	14.8344	2.359	22.8918	-0.0052	0.0007	-0.0006
Si	1.4183	10.5754	22.5941	-0.0009	-0.0016	-0.0094
Si	8.0389	4.1672	17.3516	0.0038	0.0005	-0.0014
Si	4.6981	11.5283	17.89	-0.002	0.0009	-0.0034
Si	14.683	5.0067	21.2467	-0.0077	-0.0037	-0.0109
Si	14.1953	11.6123	18.525	-0.002	0.0026	-0.0078
O	9.1492	7.154	16.1776	0.0002	0.0011	0.0009
O	1.977	5.7947	18.1887	-0.0018	0.0024	-0.0021
O	11.6908	3.5966	14.7551	0.0065	-0.0063	0.0027
O	16.5245	8.1883	17.2619	0.0023	-0.0045	-0.0056
O	8.97	6.0206	22.8387	-0.0054	0.0085	0.003
O	1.2411	7.2314	12.289	0.0043	0.0043	0.0204
O	11.1187	6.874	20.6816	-0.0006	0.0019	0.0066
O	12.8581	7.3934	18.6739	-0.0017	-0.0003	0.0032
O	3.8888	1.9343	19.6144	-0.0015	-0.0002	0.0027
O	11.6995	7.9429	24.1896	-0.0043	0.0056	0.0139
O	1.8422	9.2769	21.7099	0.0018	-0.0011	0.0069
O	8.2073	3.8195	20.681	-0.0019	0.0019	0.0041
O	2.7882	3.1415	13.364	0.0028	-0.0019	-0.0076
O	4.2027	7.9937	21.6894	-0.0071	0.0002	0.0059
O	3.3153	0.9835	23.5918	-0.003	-0.0051	0.0064
O	9.1391	1.4308	21.4911	0.0008	-0.0009	0.0062
O	7.8875	11.007	24	-0.0068	0.0012	0.0068
O	10.8796	9.4349	20.2521	0.003	0.0036	0.0003
O	7.2563	3.1164	18.3214	0.0002	0.0006	0.0014
O	10.1787	8.7163	14.3432	-0.0004	0.001	-0.0032
O	1.0252	13.9883	13.3451	0.0022	-0.0064	-0.0061
O	5.3681	12.0497	23.555	0.0009	-0.0012	0.0074
O	0.7215	2.7718	23.7107	-0.0043	-0.0029	0.0001
O	5.3833	3.6884	13.9341	0.0056	0.0051	-0.0013
O	16.1586	5.8337	15.9947	0.0108	0.0012	0.0015
O	12.0725	3.0133	17.4198	-0.0033	0.0016	0.004
O	2.2302	11.8349	14.9602	-0.0041	0.0015	-0.0059
O	3.1308	3.5971	24.3233	0.0081	-0.0039	0.0025
O	5.4975	2.2576	24.2517	-0.0118	0.0046	-0.0092
O	8.8248	11.068	14.5135	-0.0027	0.0032	-0.0019
O	15.2844	12.6268	15.53	0.0003	-0.0004	-0.0037
O	4.1161	-0.1544	21.3252	-0.0024	0.0014	0.0005
O	10.8712	6.132	14.2634	-0.0005	0.0076	0.0001
O	7.6079	6.052	13.9285	-0.0072	0.0092	-0.0123
O	10.1212	3.6614	22.4912	-0.0041	-0.0058	-0.0067
O	6.6018	7.2879	22.6578	-0.0005	0.0019	0.0067
O	2.0564	7.0635	23.1032	0.0044	0.0046	-0.0018
O	4.5608	12.9523	15.0328	0.0024	0.0033	-0.0027
O	5.6401	10.3586	18.5701	0	-0.0011	0.0047
O	5.5453	4.004	20.0906	0.001	0.0045	0.0046
O	9.5153	7.6387	18.7512	-0.0017	-0.0005	0.0032
O	4.9786	5.0062	16.1732	-0.0015	0.001	-0.0004
O	13.3529	1.6605	15.6192	0.0024	-0.0055	-0.0033
O	9.1114	12.2217	16.9104	-0.0009	0.0035	-0.0033
O	0.4778	10.2312	23.8737	0.0097	0.0045	0.0001
O	6.0585	9.8236	22.4232	0.0004	0.0006	0.0104
O	15.1007	1.1036	21.8963	0.0052	-0.0085	-0.0009
O	11.7756	7.4639	16.1803	0.0035	0.0031	0.0014
O	6.684	1.6612	20.5413	-0.0008	0.0002	0.0055
O	8.6459	8.4443	23.8696	-0.0045	-0.0016	0.0032
O	4.1922	2.9652	22.0474	-0.0001	0.0045	-0.0053
O	10.5972	2.9922	19.8166	0.0018	0.0021	-0.0019
O	-4.068	12.6539	12.373	0.0141	0	0.0024
O	3.5613	5.6142	14.0305	0.0024	0.0071	-0.0013
O	-0.3465	6.081	22.3775	-0.0038	-0.0045	0.0004
O	0.5649	11.5032	21.5771	-0.0017	0.0089	0.0037
O	5.4721	7.3289	14.8487	-0.0078	-0.0038	0.0012
O	5.6193	12.8243	17.4715	0.0004	-0.001	-0.0012
O	11.3811	5.3537	24.0284	-0.0009	-0.0027	0.0031
O	4.5679	8.3298	24.194	0.0112	0.0025	-0.0041
O	3.5425	12.1307	18.8718	0.0013	-0.001	0
O	11.4343	5.2155	18.6537	0.0008	-0.0006	0.0036
O	13.9372	4.3035	15.9182	-0.0007	-0.0012	-0.0016
O	10.4713	10.2608	24.5397	-0.0058	-0.0017	0.007
O	11.6771	9.5803	17.697	0.003	0.0005	0.003
O	15.3197	10.5308	17.9868	0.0011	0	0.0012
O	13.3462	5.5025	20.4948	0.0065	-0.0001	0.0075
O	0.5682	3.4642	14.6466	-0.0125	0.0219	0.0025
O	3.1584	7.0202	16.195	-0.0038	0.0014	-0.0031
O	8.7709	8.1028	21.2537	0.0029	-0.0009	0.0026
O	2.1184	6.9543	20.4728	0.0006	-0.0026	0.0033
O	13.1041	10.8469	19.4908	-0.0001	-0.0008	0.0065
O	7.3419	12.1654	21.7366	0.0005	0.0027	0.0028
O	15.8794	4.8859	20.1464	0.0019	0.0024	0.0067
O	7.4141	3.989	15.8496	0.0011	-0.0017	-0.006
O	0.942	5.2656	24.5815	-0.001	0.0026	0.0033
O	13.6848	1.9913	24.0011	0.0054	0.0028	-0.0145
O	2.9624	4.4043	20.2031	0.0017	0.0005	0.0043
O	4.0358	-1.9876	16.5602	-0.0001	0.0025	0.0021
O	-0.2898	7.7433	24.3015	0.0051	-0.0036	0.0007
O	15.8512	9.9932	15.4045	0.0001	-0.0028	-0.0054
O	5.4795	2.2918	16.1564	0	-0.004	-0.0031
O	14.8992	12.7281	19.4806	-0.001	-0.0019	0.003
O	7.1803	13.0778	15.3422	-0.0016	0.0022	-0.0036
O	7.1576	8.2377	17.6924	-0.0021	0.0015	0.0024
O	7.0777	10.5705	16.3717	-0.0002	0.0008	-0.0011
O	14.3368	3.5836	21.9464	0.0027	0.012	0.0014
O	13.3795	9.8799	24.4729	-0.0017	0.0037	0.0019
O	8.338	10.382	18.6895	-0.0002	0.0009	0.0031
O	13.3935	12.312	17.2574	0.003	0.0001	0.0053
O	2.7796	11.2763	23.1775	-0.0044	-0.0009	0.0075
O	0.3275	-1.3203	13.1668	-0.0024	-0.0014	-0.0024
O	10.6656	11.7066	18.9685	0.003	-0.0023	0.0039
O	9.6172	3.7837	17.3781	-0.0007	-0.0003	0.0014
O	12.8801	12.0968	14.5349	0.0098	0.0047	0.0026
O	8.3631	12.9211	19.3744	0.0007	-0.0024	0.004
O	7.8282	5.6934	17.9135	-0.0016	-0.0026	0.0036
O	1.7625	0.6932	20.3458	0.001	-0.0004	0.0044
O	9.4654	4.2012	13.3297	-0.0021	0.0037	-0.0065
O	13.9943	8.6553	16.6595	0.0037	0.0024	-0.0018
O	11.3609	11.6712	27.2939	0.0047	-0.0225	0.0121
O	8.0519	11.8368	27.3688	-0.0029	-0.0651	0.0033
O	6.1639	-5.5618	12.215	0.0191	-0.0012	0.0335
O	9.1101	0.7263	11.4442	-0.0011	0.0045	0.0059
O	15.26	18.3541	11.0934	0.012	-0.019	-0.0216
O	-0.2268	-1.0344	27.1739	-0.0112	-0.0164	0.0022
O	11.3817	2.2201	11.3834	0.0084	0.0037	-0.0036
O	2.4145	5.4485	27.3272	0.0036	-0.0057	0.01

Results
free energy: -253274.546 eV
free energy less fixed offsets of O -568.88, Si -635.61 eV per atom: -8.046 eV

The program warned: the cutoff lies below the one the program advises for these potential files; the exchange-correlation potential is rough where the density is thin.
